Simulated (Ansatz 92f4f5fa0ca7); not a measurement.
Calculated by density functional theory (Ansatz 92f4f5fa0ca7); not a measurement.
Periodic cell of 360 atoms, Si240O120, from a study of silicon, its oxide and their interface. The atomic structure is a simulated model.
Doubt: the cutoff is far below the 930 eV that the study's wrapper takes by default for these files, so forces and energies are approximate.
This geometry differs little from another in the collection (a relaxation step or a small displacement).

Settings
functional: PBE
potential files: Ansatz PAW
basis: plane waves
wave-function cutoff: 580 eV
density cutoff ratio: 5
exchange-correlation grid ratio: 1
k mesh: 1 x 1 x 1, Gamma-centred
self-consistency stop: 5e-08 eV per atom in the density residual
occupations: fixed
spin: none
net charge: 0

Cell vectors (angstrom)
a, 11.6015, 0, 0
b, 0, 13.3963, 0
c, 0, 0, 41.4903

Atoms and the computed forces on them: element, x, y, z (angstrom), force x, y, z (eV/angstrom)
Si, 0, 2.2327, 1.1851, -0.0261, -0.0064, 0.0263
Si, 3.8672, 2.2327, 1.1851, 0.0268, 0.0071, -0.0001
Si, 7.7343, 2.2327, 1.1851, -0.0048, -0.0031, -0.017
Si, 1.9336, 5.5818, 1.1851, 0.0034, 0.0145, -0.0162
Si, 5.8008, 5.5818, 1.1851, 0.0107, -0.007, 0.0122
Si, 9.6679, 5.5818, 1.1851, -0.0125, -0.0149, -0.02
Si, 0, 8.9308, 1.1851, 0.0097, 0.001, 0.0172
Si, 3.8672, 8.9308, 1.1851, -0.0156, -0.0001, 0.0086
Si, 7.7343, 8.9308, 1.1851, 0.0117, -0.0127, 0.0049
Si, 1.9336, 12.2799, 1.1851, -0.0005, -0.0026, 0.0133
Si, 5.8008, 12.2799, 1.1851, -0.0017, 0.0434, -0.0032
Si, 9.6679, 12.2799, 1.1851, 0.0101, 0.0037, 0.0273
Si, 1.9336, 1.1164, 1.9745, 0.0167, 0.0153, -0.0241
Si, 5.8008, 1.1164, 1.9745, 0.0132, -0.031, 0.0153
Si, 9.6679, 1.1164, 1.9745, -0.0408, 0.0257, 0.0007
Si, 0, 4.4654, 1.9745, 0.0164, 0.0241, -0.0031
Si, 3.8672, 4.4654, 1.9745, -0.0312, -0.0033, -0.0029
Si, 7.7343, 4.4654, 1.9745, 0.0491, 0.0347, 0.0122
Si, 1.9336, 7.8145, 1.9745, -0.0188, -0.0433, 0.013
Si, 5.8008, 7.8145, 1.9745, -0.006, -0.0061, -0.0031
Si, 9.6679, 7.8145, 1.9745, -0.0215, -0.0251, -0.0026
Si, 0, 11.1635, 1.9745, 0.0158, 0.0016, -0.0076
Si, 3.8672, 11.1635, 1.9745, -0.0015, -0.0349, -0.0096
Si, 7.7343, 11.1635, 1.9745, -0.0328, -0.0201, -0.0177
Si, 1.9336, 1.1164, 4.3426, 0.052, 0.095, 0.0506
Si, 5.8008, 1.1164, 4.3426, 0.0337, -0.0679, -0.2755
Si, 9.6679, 1.1164, 4.3426, -0.104, 0.0828, -0.0558
Si, 0, 4.4654, 4.3426, 0.0429, 0.0712, 0.0531
Si, 3.8672, 4.4654, 4.3426, -0.0453, 0.0219, -0.0336
Si, 7.7343, 4.4654, 4.3426, 0.1099, 0.1131, -0.1617
Si, 1.9336, 7.8145, 4.3426, -0.0576, -0.0946, 0.0072
Si, 5.8008, 7.8145, 4.3426, -0.0228, -0.028, 0.0984
Si, 9.6679, 7.8145, 4.3426, -0.0799, -0.0791, 0.0605
Si, 0, 11.1635, 4.3426, 0.0236, 0.0472, -0.0068
Si, 3.8672, 11.1635, 4.3426, 0.002, -0.0185, 0.0429
Si, 7.7343, 11.1635, 4.3426, -0.0954, 0.0114, 0.0367
Si, 0, 0, 37.1498, -0.001, -0.0386, -0.1748
Si, 3.8672, 0, 37.1498, -0.0287, 0.1457, -0.0417
Si, 7.7343, 0, 37.1498, 0.0807, 0.1219, -0.0041
Si, 1.9336, 3.3491, 37.1498, -0.0742, 0.0106, 0.28
Si, 5.8008, 3.3491, 37.1498, 0.2164, 0.0163, -0.1422
Si, 9.6679, 3.3491, 37.1498, -0.2323, 0.0372, -0.2785
Si, 0, 6.6981, 37.1498, -0.0168, 0.0673, 0.0436
Si, 3.8672, 6.6981, 37.1498, 0.0661, 0.0386, 0.0083
Si, 7.7343, 6.6981, 37.1498, 0.1172, -0.1326, -0.1219
Si, 1.9336, 10.0472, 37.1498, -0.0921, -0.1143, 0.0279
Si, 5.8008, 10.0472, 37.1498, -0.0449, -0.0207, 0.3824
Si, 9.6679, 10.0472, 37.1498, 0.0895, -0.1812, 0.0214
Si, 0, 0, 39.5179, 0.0077, -0.0111, 0.014
Si, 3.8672, 0, 39.5179, -0.0018, 0.0746, 0.0128
Si, 7.7343, 0, 39.5179, 0.0227, 0.0645, 0.007
Si, 1.9336, 3.3491, 39.5179, -0.0222, 0.0137, -0.0154
Si, 5.8008, 3.3491, 39.5179, 0.0898, 0.0101, 0.0064
Si, 9.6679, 3.3491, 39.5179, -0.1022, 0.0098, 0.0143
Si, 0, 6.6981, 39.5179, -0.0047, 0.0299, -0.0086
Si, 3.8672, 6.6981, 39.5179, 0.013, 0.0194, 0.0039
Si, 7.7343, 6.6981, 39.5179, 0.0541, -0.05, 0.001
Si, 1.9336, 10.0472, 39.5179, -0.034, -0.0218, 0.0114
Si, 5.8008, 10.0472, 39.5179, -0.0223, 0.0094, -0.0135
Si, 9.6679, 10.0472, 39.5179, 0.038, -0.0607, 0.0045
Si, 0, 2.2327, 40.3073, 0.0263, 0.0112, -0.0345
Si, 3.8672, 2.2327, 40.3073, -0.0228, -0.0097, -0.0076
Si, 7.7343, 2.2327, 40.3073, 0.0038, 0.0058, 0.0371
Si, 1.9336, 5.5818, 40.3073, -0.0057, -0.0199, 0.0022
Si, 5.8008, 5.5818, 40.3073, -0.0122, 0.0051, -0.0126
Si, 9.6679, 5.5818, 40.3073, 0.0114, 0.0173, 0.0079
Si, 0, 8.9308, 40.3073, -0.0077, -0.0011, 0.0248
Si, 3.8672, 8.9308, 40.3073, 0.0167, 0.0019, 0.0128
Si, 7.7343, 8.9308, 40.3073, -0.0118, 0.0206, -0.0099
Si, 1.9336, 12.2799, 40.3073, 0.0045, 0.0004, -0.0206
Si, 5.8008, 12.2799, 40.3073, -0.0021, -0.0454, -0.0146
Si, 9.6679, 12.2799, 40.3073, -0.0117, -0.0039, -0.0316
Si, -0.2986, -0.5845, 29.377, 0.0791, -0.0306, -0.1104
Si, 3.9864, -0.06, 30.1351, 0.0458, 0.0785, -0.0683
Si, 7.596, -0.2368, 30.1198, 0.0572, 0.0567, 0.0017
Si, 2.1062, 3.2842, 29.9368, 0.0028, -0.0078, -0.0564
Si, 5.9763, 2.7972, 29.7053, 0.0499, -0.0098, 0.0963
Si, 9.8542, 2.0902, 29.4683, -0.1141, 0.1111, 0.004
Si, 0.5555, 6.4066, 29.9865, 0.1613, 0.1417, -0.1292
Si, 4.5514, 6.3365, 31.1577, -0.008, 0.0017, -0.0843
Si, 10.3366, 5.1172, 30.7616, -0.0323, -0.0404, -0.0506
Si, 2.1225, 9.5171, 29.9333, 0.1265, -0.0312, 0.0852
Si, 5.9098, 9.9158, 30.0342, -0.0339, 0.0157, 0.0126
Si, 9.8122, 8.5594, 29.5599, -0.1228, -0.1129, -0.0726
Si, -0.0958, 2.9855, 30.8174, 0.0999, 0.0958, -0.0316
Si, 3.9891, 2.1888, 30.8161, 0.0117, -0.0125, -0.0865
Si, 7.8733, 1.9866, 30.8051, -0.0138, -0.0691, -0.1069
Si, 2.4201, 5.387, 30.917, -0.0614, -0.0345, -0.0651
Si, 5.8891, 5.8866, 29.386, 0.0495, -0.0555, 0.0079
Si, 8.947, 6.3451, 29.1834, 0.0846, 0.1805, 0.0062
Si, 0.1891, 8.5433, 30.7929, -0.0829, -0.0556, 0.0212
Si, 4.1259, 8.6599, 30.9819, -0.025, 0.0964, -0.0726
Si, 8.0795, 9.546, 30.8889, 0.0366, 0.0279, -0.0707
Si, 2.0478, 12.5549, 31.0557, 0.0184, -0.1068, -0.0649
Si, 5.7256, 12.0925, 30.9558, -0.0179, -0.1079, -0.0547
Si, 9.166, 11.6518, 30.9828, -0.0688, -0.0496, -0.0407
Si, -0.0096, 2.3036, 33.1254, -0.0515, -0.0039, 0.0418
Si, 3.9155, 2.2326, 33.1945, 0.0138, 0.0033, -0.0234
Si, 7.7665, 2.2255, 33.15, 0.042, 0.0204, -0.0163
Si, 1.9104, 5.5005, 33.2357, 0.0057, -0.0079, 0.0072
Si, 5.6521, 5.6911, 33.1918, -0.0095, -0.025, 0.0283
Si, 9.7166, 5.586, 33.0485, -0.0526, -0.0634, 0.0385
Si, 0.0723, 8.8569, 33.1518, 0.0132, 0.0675, -0.0432
Si, 3.9077, 8.9879, 33.2926, 0.0038, -0.0222, -0.039
Si, 7.809, 8.9517, 33.1885, -0.005, -0.0006, -0.0055
Si, 1.9236, 12.3413, 33.3546, -0.0357, -0.028, 0.0391
Si, 5.8183, 12.2296, 33.2878, -0.0031, 0.0149, 0.0695
Si, 9.6304, 12.2346, 33.2317, 0.024, 0.0231, -0.033
Si, 1.9278, 1.201, 33.9845, 0.0003, -0.0008, 0.0316
Si, 5.8409, 1.1015, 33.9705, -0.0114, -0.0046, 0.028
Si, 9.6976, 1.114, 33.9434, 0.0003, 0.0069, 0.028
Si, -0.0505, 4.4731, 34.0374, -0.0199, -0.0213, 0.045
Si, 3.8474, 4.4447, 34.0636, 0.022, 0.0164, 0.0628
Si, 7.6994, 4.5186, 33.8038, 0.02, 0.0047, 0.0191
Si, 1.9926, 7.7683, 33.9828, 0.0107, -0.0119, 0.0612
Si, 5.8464, 7.8771, 34.0376, 0.0252, -0.0081, 0.0496
Si, 9.7201, 7.7861, 33.9387, -0.0168, 0.0054, 0.0142
Si, -0.0074, 11.1196, 33.9669, -0.0159, -0.016, -0.0109
Si, 3.8586, 11.2013, 34.075, -0.0284, 0.0177, 0.0089
Si, 7.7377, 11.1329, 34.0943, 0.0474, -0.017, 0.0234
Si, 1.9275, 1.1361, 36.3572, 0.0082, 0.0176, 0.0027
Si, 5.8054, 1.1159, 36.349, 0.0054, 0.008, 0.0039
Si, 9.6774, 1.1152, 36.3338, -0.0022, 0.0079, -0.0002
Si, -0.0022, 4.4679, 36.3889, 0.0016, -0.0004, -0.0109
Si, 3.8636, 4.454, 36.4044, 0.0116, -0.0106, -0.0247
Si, 7.7242, 4.48, 36.2639, 0.0063, -0.0128, -0.0061
Si, 1.9373, 7.8061, 36.3542, -0.0103, 0.0027, -0.0066
Si, 5.8175, 7.8245, 36.3868, -0.0043, -0.0032, -0.0068
Si, 9.6712, 7.8034, 36.3311, 0.0087, -0.0004, 0.0122
Si, -0.004, 11.1518, 36.3456, 0.0077, 0.007, -0.0167
Si, 3.8663, 11.1635, 36.4093, 0.0072, -0.0007, 0.0044
Si, 7.7305, 11.1594, 36.421, -0.0008, 0.0155, 0.008
Si, -0.0067, 0.0135, 5.1137, -0.0012, -0.0148, -0.0062
Si, 3.8772, 0.0029, 5.1197, -0.0034, -0.0092, 0.0051
Si, 7.7274, 0.0027, 5.1272, 0.0086, -0.0132, 0.0112
Si, 1.9352, 3.3545, 5.1494, -0.0231, -0.006, 0.0226
Si, 5.8117, 3.3456, 5.0778, 0.0148, 0.0085, 0.0085
Si, 9.6703, 3.3577, 5.1275, -0.0086, -0.0031, -0.0031
Si, -0.0085, 6.7018, 5.1524, 0.0072, -0.004, 0.0125
Si, 3.8634, 6.6945, 5.1395, 0.0326, 0.0034, -0.0144
Si, 7.7271, 6.6957, 5.1544, -0.0115, -0.0092, -0.0008
Si, 1.9302, 10.0366, 5.1258, 0.0003, -0.0196, 0.0012
Si, 5.7958, 10.0437, 5.1469, 0.0023, -0.0045, 0.0019
Si, 9.6686, 10.0484, 5.1121, -0.0006, 0.0007, 0.0046
Si, -0.0195, 0.0465, 7.4671, 0.0151, 0.0501, -0.0331
Si, 3.8944, 0.0003, 7.4776, 0.0108, 0.014, -0.0265
Si, 7.7076, 0.0059, 7.4935, -0.0054, 0.0259, -0.0546
Si, 1.9509, 3.3742, 7.5321, 0.0073, -0.005, 0.0076
Si, 5.8329, 3.3537, 7.4094, 0.0062, -0.0183, 0.0064
Si, 9.6691, 3.3728, 7.4936, 0.0472, -0.0142, -0.0604
Si, -0.0537, 6.7107, 7.5386, 0.0108, -0.0208, -0.0437
Si, 3.819, 6.6733, 7.5114, -0.0335, 0.0046, -0.008
Si, 7.686, 6.6914, 7.5411, -0.0083, 0.0208, -0.0126
Si, 1.9125, 10.0093, 7.4922, 0.0139, 0.0129, -0.0684
Si, 5.7805, 10.0365, 7.5278, -0.0142, -0.0036, -0.0208
Si, 9.6589, 10.0627, 7.4683, 0.0102, 0.0153, -0.0258
Si, -0.0004, 2.2816, 8.3013, 0.0211, -0.0087, 0.0231
Si, 3.9239, 2.2421, 8.229, -0.0098, 0.0178, 0.0561
Si, 7.7592, 2.2457, 8.266, -0.0276, 0.0182, -0.0455
Si, 1.8764, 5.6086, 8.3472, 0.0115, -0.0198, 0.0466
Si, 5.7405, 5.5406, 8.3004, 0.0405, 0.0047, -0.0779
Si, 9.6131, 5.587, 8.3396, 0.0149, 0.0007, 0.0574
Si, -0.0415, 8.9505, 8.3152, -0.0126, -0.0121, -0.0089
Si, 3.8384, 8.8857, 8.3078, 0.0656, 0.0142, 0.016
Si, 7.7417, 8.9457, 8.2775, -0.001, -0.0303, 0.0275
Si, 1.9215, 12.2848, 8.1088, 0.0253, -0.0105, 0.0108
Si, 5.8015, 12.2594, 8.3325, -0.0224, -0.0013, 0.063
Si, 9.6542, 12.3071, 8.219, 0.0113, -0.0142, 0.0059
Si, -1.8603, 1.0085, 11.4261, 0.0577, 0.0291, 0.2453
Si, 4.4256, 2.6357, 10.5015, -0.0141, -0.0239, 0.033
Si, 11.4437, 2.3341, 10.6648, 0.0329, -0.0001, 0.0791
Si, 1.8618, 5.9678, 10.721, -0.2404, 0.0317, 0.1601
Si, 5.713, 4.6585, 10.4803, 0.0192, -0.134, 0.0282
Si, 11.066, 4.374, 11.7863, 0.0739, -0.0206, -0.1027
Si, -0.205, 9.1045, 10.6839, -0.0482, -0.0257, 0.0288
Si, 3.6171, 8.9249, 10.6618, -0.0793, -0.0617, 0.0865
Si, 7.8197, 8.9907, 10.6409, 0.0545, 0.0209, 0.0944
Si, 1.9197, 12.2599, 10.4077, -0.1203, 0.0864, 0.0874
Si, 5.7497, 12.2172, 10.7273, -0.0507, 0.0364, 0.0655
Si, 9.5963, 12.2779, 10.5582, -0.0631, 0.0152, 0.04
Si, 1.8164, 1.7394, 11.7077, -0.089, 0.0013, -0.0492
Si, 5.9736, 1.076, 11.3646, 0.0399, 0.0175, -0.0051
Si, 7.9244, 2.1384, 10.6231, -0.2449, 0.0761, 0.0157
Si, -2.1225, 5.6677, 10.7265, -0.0655, 0.0053, 0.0184
Si, 4.6309, 5.5026, 12.303, -0.1878, 0.1458, 0.0931
Si, 7.7136, 4.2939, 11.5125, 0.1001, 0.0338, 0.0317
Si, 1.612, 8.1017, 11.5692, 0.1231, -0.1037, -0.0142
Si, 5.2629, 8.3196, 12.178, -0.0017, 0.0263, 0.0302
Si, 9.6005, 7.8617, 11.5808, 0.046, 0.0093, 0.0866
Si, -0.0472, 11.3411, 11.3021, 0.1217, 0.0044, 0.0758
Si, 3.6828, 11.1193, 11.2935, 0.1408, 0.0304, 0.1548
Si, 7.7617, 11.1623, 11.4861, -0.0262, -0.0039, 0.078
O, 4.3609, 4.5083, 13.5772, 0.0029, -0.0088, -0.0487
O, 5.5331, 9.5299, 13.2695, -0.0317, -0.0094, -0.0496
O, 9.7651, 1.1668, 13.0822, 0.0314, -0.0377, -0.0224
O, 9.5711, 7.7853, 13.2571, 0.0063, 0.0111, -0.0658
O, 1.5597, 1.5383, 13.3197, 0.0432, -0.0057, -0.0326
O, 6.1449, 1.139, 13.0268, -0.0058, 0.001, -0.0499
O, 1.5206, 8.0075, 13.24, -0.0045, 0.0075, -0.0296
O, 0.1946, 11.6007, 12.9154, -0.0163, -0.0306, -0.067
O, 3.362, 11.016, 12.9624, 0.0474, -0.0349, -0.1473
O, -0.8419, 4.391, 13.4016, -0.0282, -0.0049, 0.1049
O, 7.4, 4.3818, 13.1565, -0.0609, -0.046, -0.0869
O, 8.1252, 11.1638, 13.1166, -0.0246, 0.0021, -0.0384
O, 5.8656, 1.9078, 28.3241, 0.023, -0.0416, -0.0133
O, 2.2982, 9.4882, 28.312, -0.0218, 0.0261, -0.0976
O, 7.5215, -0.1869, 28.4386, -0.0372, 0.0164, 0.0043
O, 12.0901, 6.4425, 28.2911, -0.01, -0.0075, 0.0235
O, 8.9253, 5.9773, 27.5826, -0.0118, -0.0296, -0.0733
O, -1.3925, 13.944, 28.9743, 0.083, 0.0239, 0.0721
O, 10.1904, 9.2719, 28.1001, -0.0306, 0.0227, 0.0087
O, 5.1346, 6.5101, 28.0738, -0.0297, 0.0171, 0.0061
O, 5.7643, 9.8166, 28.3737, 0.0129, -0.0021, -0.0293
O, 9.6401, 2.9106, 28.0391, 0.0083, -0.0921, 0.006
O, 2.1701, 3.2347, 28.2699, 0.0109, -0.0545, 0.0855
O, 3.9887, -0.5116, 28.5257, 0.0291, 0.0259, -0.0213
Si, 10.9463, 10.7597, 19.0637, 0.0196, -0.0033, -0.0784
Si, 4.6427, 10.7405, 13.9444, -0.0303, 0.0002, 0.0143
Si, 9.5537, 9.9019, 26.7323, 0.0406, -0.0431, -0.0357
Si, 3.6848, 9.1186, 16.3371, -0.0467, -0.0325, 0.0647
Si, 2.503, 1.6279, 14.6493, 0.0025, 0.0308, 0.0625
Si, 8.3227, 5.5208, 26.1201, -0.0128, 0.0365, -0.0118
Si, 12.371, 6.6432, 26.6889, -0.0333, -0.0134, 0.0407
Si, 2.4756, 13.8262, 17.3421, -0.0027, -0.023, -0.0202
Si, 10.6035, 6.677, 19.6847, 0.0372, 0.0194, -0.0843
Si, 11.7319, 1.3842, 25.1874, -0.009, -0.0195, -0.0169
Si, 5.4167, 0.3277, 14.2327, 0.0304, 0.0442, 0.0401
Si, 2.0209, 9.4953, 26.713, -0.0314, -0.0514, -0.0176
Si, 10.4952, 4.0391, 14.9782, 0.0287, -0.0097, 0.0259
Si, 6.7743, 0.8745, 27.4375, -0.0168, 0.0129, -0.0537
Si, 2.3179, 5.7044, 22.451, 0.0133, 0.023, 0.0415
Si, 9.1496, 2.6038, 26.4946, 0.0124, 0.0252, -0.0814
Si, 10.1728, 1.0895, 14.6599, -0.0762, 0.0313, -0.0013
Si, 11.7608, 4.0591, 20.711, 0.0214, 0.0042, -0.0146
Si, 8.7642, 7.7165, 14.6935, 0.0014, 0.0266, 0.0134
Si, 1.7924, 9.7866, 20.9495, -0.0168, -0.0185, -0.0048
Si, 1.4892, 11.0048, 16.8926, 0.0396, -0.014, 0.0251
Si, 7.1637, 0.196, 19.2022, -0.0069, 0.0115, -0.1186
Si, 11.446, 11.6677, 14.4897, -0.0388, -0.0015, 0.0101
Si, 5.7686, 7.6164, 18.2893, -0.0302, -0.0159, -0.061
Si, 7.6664, -0.0623, 16.1051, 0.0455, 0.0539, -0.0188
Si, 11.7236, 11.9393, 26.5269, -0.0213, -0.0504, -0.1319
Si, 11.1135, 6.6272, 16.4941, -0.0012, -0.0219, -0.035
Si, 4.2189, 10.8304, 25.32, -0.0197, -0.0371, -0.0083
Si, 5.3996, 4.748, 16.9572, -0.0161, 0.0108, 0.0089
Si, 1.8915, 1.9872, 19.7697, -0.0085, -0.0331, -0.0711
Si, 7.1609, 11.1302, 20.9198, -0.0253, 0.0072, -0.0393
Si, 3.9179, 7.7473, 20.8941, 0.002, -0.0024, -0.0255
Si, 5.569, 6.6279, 26.5025, 0.0461, -0.0298, -0.0698
Si, 4.1314, 13.3174, 26.9586, -0.0845, 0.0418, -0.0501
Si, 2.5091, 2.669, 26.7687, 0.0558, -0.0284, -0.0453
Si, 4.362, 10.3618, 22.2158, -0.0282, -0.0015, 0.0595
Si, -0.011, 1.4867, 22.0318, 0.0458, 0.0103, 0.0686
Si, 9.4288, 12.9294, 20.8438, 0.0129, -0.0006, -0.0408
Si, 10.0735, 7.4501, 24.8486, -0.0355, -0.0067, 0.0256
Si, 8.537, 10.7098, 14.6305, 0.0068, 0.0058, 0.0255
Si, 6.3986, 9.6335, 26.8747, 0.002, -0.0394, -0.0118
Si, 8.4517, 8.7455, 19.3669, -0.0132, 0.0034, -0.0515
Si, 4.68, 15.451, 18.6202, 0.0087, -0.0037, -0.0776
Si, 3.3075, 4.6347, 14.8258, -0.0461, -0.0029, 0.0564
Si, 3.1613, 5.1389, 25.3392, 0.0294, 0.0097, 0.0118
Si, 1.8925, 7.3001, 14.6661, -0.0259, -0.0447, 0.0451
Si, 0.2517, 7.863, 22.3517, -0.0212, -0.0192, 0.0486
Si, 7.5717, 4.9075, 14.6968, 0.036, 0.0052, 0.0708
O, 10.5075, 0.2835, 21.7982, -0.0122, -0.0113, 0.0029
O, 8.8032, 0.9138, 15.5041, 0.0928, -0.0226, -0.0873
O, 1.3155, 4.7195, 21.6501, -0.0156, -0.0153, -0.0089
O, 2.4717, 12.2053, 17.4006, -0.0046, 0.022, -0.0002
O, 5.9054, 6.0659, 17.7778, 0.0132, 0.0276, 0.0139
O, 1.8166, 5.537, 26.1575, -0.0458, 0.0056, 0.0427
O, 10.6651, 5.1033, 20.1173, -0.0115, -0.0118, 0.0283
O, 6.7238, 12.0689, 19.6416, 0.0066, -0.0186, 0.0408
O, 2.659, 3.1787, 15.0792, 0.0292, 0.0198, -0.0825
O, 0.9954, 3.3346, 19.5026, -0.0036, -0.0017, 0.0183
O, 7.725, 0.0804, 17.6997, -0.0176, -0.0029, 0.0204
O, 4.8156, 8.5103, 17.3184, 0.0238, -0.0051, 0.0013
O, 3.2435, 1.2419, 26.77, 0.0082, 0.0235, 0.0722
O, 4.2949, 6.2923, 25.5563, -0.0179, -0.0018, 0.0202
O, 0.014, 11.0374, 17.6021, -0.0262, -0.0054, 0.0266
O, 3.9062, 0.8756, 14.3406, -0.0233, 0.0121, -0.0221
O, 4.0857, 10.8742, 23.7206, 0.0031, -0.0064, -0.0561
O, 3.5573, 12.1764, 25.9537, 0.0071, 0.0239, 0.0889
O, -0.3408, 5.0515, 16.0198, -0.0133, 0.0003, -0.0257
O, 3.0251, 10.8186, 21.3393, -0.0057, -0.0078, -0.0031
O, 9.8863, 8.9393, 25.4693, 0.0072, -0.0135, 0.0238
O, 5.2173, 3.4536, 17.9513, -0.0136, -0.0403, 0.0231
O, 6.6988, 5.5016, 26.1794, -0.0111, 0.0124, 0.0327
O, 7.6198, 6.5501, 14.6571, 0.0013, -0.0441, -0.0422
O, 6.4281, 4.3986, 15.7388, 0.0333, 0.0173, -0.0713
O, 10.9458, 2.925, 21.5682, -0.0131, -0.005, -0.0027
O, 9.7611, 9.6252, 18.8536, -0.0088, 0.0026, 0.0212
O, 8.6923, 6.5793, 24.9198, 0.0189, 0.0121, 0.0295
O, 10.8926, 2.4681, 15.1968, -0.0524, -0.0493, -0.0831
O, 5.9452, 1.2766, 19.306, 0.0003, -0.0053, 0.041
O, 5.0773, 7.5763, 19.769, -0.0123, 0.0015, 0.0558
O, 10.5388, 7.7031, 23.3021, 0.0468, 0.0173, -0.0334
O, 11.1491, 6.7831, 18.1302, -0.0127, 0.0083, 0.0765
O, 0.7292, 7.4607, 15.7984, 0.0219, 0.0089, -0.0545
O, 8.0708, 9.1751, 14.9738, 0.0082, -0.0122, -0.0566
O, 11.5133, 7.4697, 20.7943, -0.004, -0.012, -0.0172
O, 1.0968, 10.7034, 26.1456, 0.0091, -0.0088, 0.0681
O, 8.4271, -1.501, 21.6651, -0.0073, -0.0087, 0.0232
O, 3.5042, 2.3314, 19.7475, -0.0163, 0.0112, 0.0444
O, 0.6694, 10.3765, 19.9443, 0.0077, -0.001, 0.0382
O, 3.4291, 9.5331, 25.9115, 0.0002, 0.0107, 0.0489
O, 6.2272, 0.5319, 15.6187, -0.0009, 0.0012, -0.0241
O, 5.7647, 10.6693, 25.7943, 0.0151, 0.0095, 0.0472
O, 7.8764, 11.7646, 15.6879, -0.0024, -0.047, -0.0476
O, 1.5445, 0.9517, 18.565, -0.0017, 0.0346, 0.0348
O, 8.8487, 4.0283, 25.7669, 0.0334, -0.0584, 0.0627
O, 9.7467, 7.3165, 15.9331, -0.0158, 0.0182, -0.0366
O, 2.5634, 8.4759, 20.2958, 0.001, 0.0061, -0.002
O, 10.1595, 10.7148, 14.7946, 0.0058, -0.0054, -0.0424
O, 11.117, 13.1973, 14.9344, -0.0124, 0.0204, -0.0454
O, 3.9735, 5.0988, 16.242, 0.0124, -0.006, -0.0402
O, 1.3072, 8.1144, 26.3253, 0.0401, 0.0426, 0.0728
O, 3.5153, 6.2756, 21.486, 0.0072, -0.0021, -0.0067
O, 11.9848, 1.5314, 23.5972, -0.0068, 0.0094, -0.0656
O, 10.2182, 15.1987, 25.5841, -0.0048, 0.0115, 0.0648
O, 12.5208, 9.3591, 22.2888, 0.0118, 0.0096, -0.0057
O, 2.1631, 5.7132, 14.4191, 0.0204, 0.0183, -0.026
O, 2.9503, 4.9418, 23.7376, -0.0233, -0.0009, -0.0348
O, 11.0571, 6.4992, 25.7432, 0.0158, -0.0081, 0.033
O, 10.2476, 12.087, 19.6964, -0.0155, 0.0134, 0.0266
O, 1.3864, 1.2986, 21.174, -0.0085, -0.0035, 0.0164
O, 5.4876, 12.1265, 13.914, 0.0015, -0.0498, -0.0409
O, 7.693, 9.6316, 20.5178, -0.0037, 0.0116, 0.0334
O, 7.2515, 8.3326, 18.3155, 0.0318, 0.0136, 0.0272
O, 10.1803, 11.3867, 26.448, 0.0021, 0.0078, 0.0804
O, 3.9833, 14.4568, 17.5053, 0.0139, 0.0143, 0.034
O, 8.4359, 0.6409, 20.1413, 0.0164, -0.0035, 0.0379
O, 1.1086, 2.4252, 25.9706, -0.0027, -0.0079, 0.0319
O, 2.3735, 9.653, 17.1645, -0.0126, 0.009, -0.005
O, 5.687, 0.1275, 26.4939, 0.0087, -0.0098, 0.0734
O, 13.0105, 6.9293, 23.015, -0.007, 0.0071, -0.0154
O, 6.1765, 8.1221, 26.2877, 0.0106, 0.0251, 0.0506
O, 9.0937, 7.3018, 19.825, -0.0071, -0.0088, 0.0294
O, 5.7982, 11.0049, 21.7968, 0.0308, 0.0015, -0.0011
O, 1.1517, 11.1378, 15.3006, -0.0122, -0.0015, -0.0367
O, 3.2371, 7.9837, 15.2668, 0.0206, 0.0236, -0.0442
O, 7.8164, 1.6735, 26.4968, -0.015, -0.0368, 0.0778
O, 8.9221, 4.2484, 15.3058, -0.0405, 0.0195, -0.0569
O, 0.3556, -0.1945, 25.541, -0.0082, 0.0225, 0.0595
O, 3.5289, 3.6854, 25.9832, -0.0262, -0.0263, 0.0589
O, 4.2912, 10.3807, 15.4863, 0.0265, 0.0428, -0.0726
O, 7.9639, 10.014, 26.9511, -0.0077, 0.026, 0.0552
O, 1.8336, 0.8853, 15.922, 0.0169, -0.0077, -0.0101
O, 4.476, 8.7245, 22.0964, 0.009, 0.0039, -0.0006
O, -4.2314, 6.5515, 29.672, -0.0128, 0.0151, 0.0396
O, 6.588, 21.4532, 11.2614, -0.0683, 0.0012, -0.0538
O, 12.341, 13.4302, 30.483, -0.027, -0.0842, 0.0086
O, 13.5828, 24.4799, 30.3456, -0.0234, -0.1079, 0.0419
O, 0.9833, 4.9502, 11.6551, 0.1223, 0.0251, -0.1265
O, 5.02, 6.9363, 13.0222, 0.0139, 0.0334, -0.1153
O, 14.9523, 5.7869, 11.3356, 0.1663, -0.0628, 0.0738
O, 10.5439, -1.88, 30.0218, -0.0835, 0.118, 0.0807
O, 17.7833, -9.0893, 29.1177, -0.0431, 0.0456, 0.0604
O, 2.3323, -13.0532, 11.0477, 0.0214, 0.0136, -0.0582
O, 12.1172, 12.3912, 28.0443, -0.042, 0.0241, 0.0713
O, 3.048, 16.1926, 11.4465, 0.0737, -0.0387, -0.0514

Results
free energy: -220814.170 eV
free energy less fixed offsets of O -568.88, Si -635.61 eV per atom: -2.170 eV

The program warned: the cutoff lies below the one the program advises for these potential files; the forces do not sum to zero within the program's tolerance; the exchange-correlation potential is rough where the density is thin.
